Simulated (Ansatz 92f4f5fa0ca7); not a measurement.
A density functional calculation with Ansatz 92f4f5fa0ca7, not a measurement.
Periodic cell of 237 atoms, Si146O90B1, from a study of silicon, its oxide and their interface. The atomic structure is a simulated model.
Doubt: the cutoff is far below the 930 eV that the study's wrapper takes by default for these files, so forces and energies are approximate.
This geometry differs little from another in the collection (a relaxation step or a small displacement).

Settings: functional PBE; potential files Ansatz PAW; basis plane waves; wave-function cutoff 580 eV; density cutoff ratio 5; exchange-correlation grid ratio 1; k mesh 1 x 1 x 1, Gamma-centred; self-consistency stop 5e-08 eV per atom in the density residual; occupations fixed; spin none; net charge -1 e, with a uniform compensating background and no finite-size correction.

Cell vectors (angstrom)
a 11.6015 0 0
b 0 10.938 0
c 0 0 32.0622

Atoms and the computed forces on them: element, x, y, z (angstrom), force x, y, z (eV/angstrom)
Si -0.1362 -0.0013 23.3356 -0.0624 -0.0617 -0.0183
Si 3.6181 0.2669 23.1505 0.1033 -0.0335 -0.0723
Si 7.5384 -0.1454 23.4708 -0.0022 -0.094 -0.0151
Si 1.7188 1.5423 23.6449 -0.0837 0.137 0.0054
Si 5.724 1.3917 23.2135 -0.005 0.0611 -0.0175
Si 9.4404 1.2021 23.3847 0.0829 0.0874 -0.0309
Si 0.1597 5.2821 23.522 0.0328 -0.0408 0.0419
Si 4.0876 5.2228 23.4626 0.0413 -0.053 0.0193
Si 8.0265 5.6041 23.5969 -0.0197 -0.003 -0.0262
Si 2.1548 6.5658 23.397 -0.053 0.0104 -0.0133
Si 5.9389 6.7221 23.5216 -0.0051 0.0059 -0.0091
Si 10.013 6.8527 23.6637 0.0196 0.0021 -0.0194
B 1.9035 2.6941 25.3547 -0.1748 -0.4614 0.1066
Si 5.7654 2.6719 25.2569 0.0366 -0.1094 -0.0048
Si 9.6816 2.6907 25.2611 -0.0697 -0.1017 0.0096
Si 11.7979 3.8234 25.3738 0.0195 0.1725 -0.1613
Si 3.6665 3.7736 25.3098 0.1467 0.3657 -0.0044
Si 7.7396 4.0656 25.3665 0.0314 0.048 -0.0129
Si 1.968 8.1562 25.1971 -0.0076 0.0168 0.0125
Si 5.7558 8.1739 25.3649 0.0275 0.0051 -0.0306
Si 9.7031 8.2665 25.4698 0.0014 0.0163 -0.0351
Si 11.6265 9.567 25.2834 0.0363 0.0268 0.0225
Si 3.8547 9.6083 25.0636 -0.0326 -0.0086 0.0635
Si 7.6814 9.5113 25.4288 -0.027 0.0055 0.0155
Si 11.6841 0.048 27.1882 0.0026 -0.0557 -0.0518
Si 3.8444 0.0148 27.0804 0.0181 -0.0569 -0.0365
Si 7.7509 -0.0153 27.2941 0.0046 -0.0287 -0.0151
Si 1.9653 1.4751 27.0276 -0.0073 0.168 -0.0527
Si 5.8177 1.314 27.1832 -0.0034 0.04 0.0271
Si 9.6922 1.3208 27.1948 -0.0115 0.0431 0.0175
Si 11.603 5.4032 27.1547 0.0176 0.0087 0.0988
Si 3.816 5.3615 27.1403 -0.0174 -0.0677 0.0014
Si 7.7053 5.4566 27.2659 -0.0155 -0.007 0.014
Si 1.9274 6.7978 27.1622 0.0106 -0.0001 -0.0387
Si 5.7277 6.7578 27.2413 -0.007 0.0202 -0.006
Si 9.6692 6.7735 27.2794 0.0083 -0.0066 -0.0183
Si 1.9367 2.7017 29.0851 0.0201 0.0095 -0.0254
Si 5.7833 2.7188 29.107 -0.0029 0.0155 -0.0157
Si 9.6789 2.725 29.1252 0.0086 0.0091 -0.0233
Si 0.0168 4.0935 29.1274 -0.0029 0.0005 -0.002
Si 3.848 4.0883 29.1373 -0.0085 -0.0045 -0.0084
Si 7.727 4.0767 29.1743 -0.0062 -0.0024 0.0168
Si 1.9353 8.1899 29.0921 -0.0115 -0.0219 -0.0011
Si 5.7664 8.1815 29.1364 -0.0051 -0.0166 0.0186
Si 9.6895 8.1866 29.1766 -0.0146 -0.0022 0.0329
Si 0.0161 9.5766 29.1095 0.012 0.0063 -0.0022
Si 3.8507 9.5824 29.0553 0.0095 -0.0085 -0.0136
Si 7.7289 9.5197 29.1807 0.0088 0.0039 0.008
Si 0.0014 -0.0054 31.0634 -0.0031 0.0111 0.0117
Si 3.8533 -0.0033 31.0271 0.0015 0.025 0.0069
Si 7.7263 -0.0079 31.0867 -0.0029 0.0024 0.0018
Si 1.9268 1.3692 31.0458 -0.0071 -0.001 -0.0091
Si 5.791 1.3592 31.0393 0.0072 -0.0027 -0.0012
Si 9.664 1.3557 31.0651 -0.003 -0.0035 0.001
Si 0.0078 5.4668 31.0606 0.0046 -0.0028 0.0015
Si 3.8639 5.474 31.0676 -0.0009 -0.002 -0.0036
Si 7.7362 5.4753 31.0961 -0.0035 -0.0001 -0.0008
Si 1.9347 6.8454 31.0462 0.0023 -0.0047 0.0079
Si 5.7929 6.839 31.0832 -0.0019 0.0008 -0.0023
Si 9.6811 6.8335 31.1159 -0.0003 -0.0095 -0.0018
Si 1.9293 2.7453 0.9325 0.0058 -0.0028 0.0175
Si 5.7954 2.7457 0.9026 -0.0094 0.0009 -0.0054
Si 9.6629 2.7333 0.9436 0.0017 0.0032 0.0037
Si -0.0117 4.107 0.9314 -0.0129 0.0018 -0.0122
Si 3.8624 4.1157 0.9467 0.0028 -0.0004 -0.0012
Si 7.7362 4.1145 0.9736 0.006 0.0037 -0.0053
Si 1.9284 8.2141 0.9249 -0.0019 0.0091 -0.014
Si 5.7925 8.2261 0.942 0.0032 0.0078 -0.006
Si 9.6678 8.2198 0.984 -0.0032 0.015 0.0049
Si -0.0024 9.592 0.9586 -0.0025 -0.0046 0.0085
Si 3.8561 9.593 0.9308 -0.0017 -0.0142 0.0095
Si 7.7345 9.5792 0.967 0.0008 -0.0049 -0.0009
Si 11.6092 0.0365 2.899 -0.0043 0.0026 0.0001
Si 3.8542 0.0243 2.8883 -0.0008 0.0101 -0.0008
Si 7.7389 0.0245 2.886 0.0013 0.0052 0.0041
Si 1.9337 1.4072 2.8904 -0.0023 -0.0024 -0.007
Si 5.8101 1.3717 2.8156 0.0002 -0.0078 -0.0053
Si 9.6593 1.3903 2.903 0.0011 -0.0024 -0.0034
Si 11.5657 5.4991 2.8468 -0.0012 -0.0004 0.0043
Si 3.8751 5.4948 2.8873 0.0006 -0.0006 0.0019
Si 7.7359 5.5148 2.904 -0.0012 -0.0058 -0.0017
Si 1.9121 6.824 2.8393 0.0037 -0.0036 0.0062
Si 5.8067 6.8633 2.8662 -0.0027 -0.001 0.0049
Si 9.6612 6.8998 2.9502 -0.0023 0.0004 0.0003
Si 1.9132 2.8315 4.7991 0 0.0113 -0.0048
Si 5.8353 2.726 4.7292 -0.0016 0.0132 0.0026
Si 9.5983 2.7972 4.8221 -0.0046 0.0078 -0.0075
Si 11.5412 4.1378 4.7655 0.0026 -0.0086 0.0053
Si 3.9176 4.1032 4.8078 -0.0045 -0.0106 -0.0091
Si 7.7163 4.2085 4.8723 0.001 -0.007 -0.0028
Si 1.8882 8.1469 4.7853 0.0004 0.0133 -0.0021
Si 5.8068 8.2589 4.7723 -0.0022 0.0112 -0.0025
Si 9.6617 8.3204 4.8944 0.0029 0.0099 -0.0056
Si 11.6334 9.6572 4.8686 -0.0038 -0.0088 0.0004
Si 3.8172 9.4913 4.7702 0.002 -0.0157 -0.0052
Si 7.7222 9.679 4.8744 -0.0009 -0.0105 -0.0061
Si 11.5969 0.2322 6.7603 -0.0014 -0.0184 0.0069
Si 3.7561 -0.052 6.6398 -0.0043 -0.0154 0.0178
Si 7.7111 0.0548 6.8968 -0.0067 -0.0216 0.0153
Si 2.0501 1.5046 6.7376 -0.002 0.0114 0.011
Si 5.7135 1.2773 6.6049 0.0013 0.0186 0.0002
Si 9.6445 1.5209 6.8195 0.0037 0.02 0.0134
Si 11.5234 5.4994 6.6868 -0.0022 -0.0208 0.0059
Si 3.9794 5.4313 6.7782 0.0051 -0.0078 0.0178
Si 7.7337 5.6706 6.8185 -0.0075 -0.0173 0.0174
Si 1.973 6.6443 6.6395 -0.0082 0.0195 0.0069
Si 5.8082 6.9779 6.734 0.0009 0.018 0.0077
Si 9.751 7.0411 6.8989 0.0081 0.0184 0.0077
O 9.9918 7.9784 8.2906 -0.0128 -0.0277 -0.0057
O 7.6523 9.937 8.2171 0.0126 0.0227 -0.0034
O 7.3958 4.7358 8.164 -0.0021 0.0186 -0.0162
O 3.3854 10.3504 8.1995 0 0.014 -0.0191
O 2.0255 7.5566 8.0186 0.0035 -0.0204 -0.0185
O 4.0076 4.5837 8.2392 -0.0029 0.021 -0.0036
O 9.7792 2.4487 8.2145 -0.0082 -0.029 -0.0089
O 2.6183 2.3399 8.104 -0.0117 -0.0121 0.0029
O 11.3846 4.5741 8.0635 0.008 0.0179 -0.0013
O 5.3666 2.3659 7.8102 0.0122 -0.0158 0.0006
O 5.8101 7.9824 8.079 -0.0089 -0.0288 -0.0087
O 11.3233 10.3126 8.1463 0.0076 0.0232 -0.0014
O 11.3513 10.0997 21.8624 0.0265 0.0355 0.0096
O 3.1728 10.7814 21.5621 -0.0234 0.0402 0.07
O 5.762 7.6731 22.1527 0.0162 -0.0089 0.0051
O 4.2479 4.4548 21.9617 -0.0304 0.0003 -0.0193
O 7.6366 9.6311 22.2433 0.0208 0.0513 0.0202
O 10.3683 7.6779 22.2622 -0.0172 -0.0202 0.0294
O 1.6124 2.5012 22.2632 0.0236 -0.0491 0.0285
O 5.956 2.4225 21.8947 0.0055 -0.0593 0.0257
O 8.4287 4.6857 22.2633 0.0021 0.0052 0.0045
O -0.0879 4.5142 22.035 -0.0001 -0.0227 -0.021
O 2.3436 7.3495 21.9451 0.0068 -0.0268 0.022
O 9.1248 1.8678 21.8823 -0.0139 -0.037 0.0368
Si 1.9058 7.7854 9.5997 -0.0038 -0.0081 -0.0016
Si 5.0515 0.5768 17.7394 0.0123 0.0106 0.0327
Si 2.5005 5.4324 14.0286 0.0024 0.0006 -0.0017
Si 10.5745 3.8655 14.0671 -0.0039 -0.0057 0.008
Si 8.2815 2.3984 15.2712 0.0021 0.0025 0.0122
Si 9.5889 2.2632 20.3823 -0.0042 0.0152 0.0091
Si 10.504 3.6509 9.0657 0.0045 0.0036 0.0011
Si 0.0273 2.3213 11.5663 0.0021 -0.0028 -0.0127
Si 11.0297 8.1311 15.4035 0.0081 -0.0009 0.0165
Si 5.1722 6.9433 13.9983 -0.0058 0.0032 0.007
Si 5.752 2.6095 11.1139 0.0055 -0.0085 -0.0116
Si 8.5849 7.7066 19.469 -0.0007 -0.0027 0.0376
Si 8.1406 4.8534 20.6775 -0.0126 -0.0009 0.0315
Si 5.9416 9.5898 15.2499 -0.0005 -0.0051 0.0088
Si 2.0927 7.6369 20.3737 -0.0007 -0.0339 0.0192
Si 1.9312 4.8873 18.8285 0.0003 0.0091 0.0278
Si 4.4999 3.4406 18.0416 0.0047 0.0009 0.0444
Si 8.5335 8.9323 16.8703 0.0091 0.0051 0.0365
Si 0.826 9.4836 13.2978 -0.0005 -0.0048 -0.0048
Si 9.9072 10.6535 11.7168 -0.0005 0.0055 -0.0134
Si 5.3696 3.6974 21.044 -0.0125 0.05 -0.0047
Si 0.6078 5.5193 16.2824 0.0008 0.0019 0.0271
Si 10.7792 9.1528 9.134 0.0052 0.0054 0.0028
Si 6.5229 8.8564 21.3337 -0.02 -0.026 0.0003
Si 7.1191 7.1035 11.4844 -0.0049 0.0005 -0.0079
Si 2.6697 0.7395 12.2083 -0.0041 0.0072 -0.0057
Si 10.9097 8.7034 21.1271 -0.0083 -0.0217 -0.0029
Si 6.0311 4.3244 15.6423 -0.0021 -0.0028 0.0221
Si 7.0927 0.4963 12.989 -0.0011 -0.0018 -0.0014
Si 4.0637 2.9761 8.5785 0.0051 -0.012 -0.0022
Si 0.8828 6.7429 11.8976 -0.006 0.0015 -0.0098
Si 6.5683 9.0433 9.0695 -0.0011 -0.0014 0.0013
Si 0.6854 3.3167 21.2216 -0.0411 0.0305 -0.0189
Si 9.8044 6.5076 12.8989 0.0053 -0.0006 -0.0079
Si 7.7117 4.5328 9.7449 -0.0004 0.0002 -0.0054
Si 3.9397 10.0982 20.2853 0.0324 -0.0299 -0.0197
Si 4.2664 3.0403 13.5275 -0.0042 0.0021 -0.0023
Si 3.8531 10.0122 9.7291 0.0009 -0.0016 -0.0046
Si 8.0788 0.8002 18.0621 -0.0036 -0.0066 0.0403
O 11.5061 3.2242 12.9066 0.0039 -0.0036 -0.0049
O 9.3367 4.4734 9.8771 0.0045 -0.0037 0.0086
O 8.883 3.6467 19.8977 0.0021 0.0039 -0.007
O 4.0521 -0.0441 18.8647 -0.0144 -0.0132 0.0065
O 11.355 4.5379 15.3174 0.0005 -0.0018 -0.0146
O 9.854 9.8029 10.3172 0.0051 -0.0106 -0.0028
O 3.7575 1.5404 13.1314 -0.0008 -0.0065 0.0012
O 0.653 9.0614 14.8635 -0.0014 0.0023 -0.0103
O 6.496 0.9654 18.4233 0.0052 -0.0027 -0.0222
O 4.7728 3.1662 19.6242 -0.0001 -0.0049 0.0012
O 6.246 1.1764 11.7566 -0.0044 0.0061 0.0093
O 0.5318 8.6257 9.8672 -0.0078 0.002 0.0073
O 5.6338 4.3212 17.2316 -0.0008 0.0012 -0.0207
O 8.448 7.1947 12.394 -0.0067 0.0012 0.0049
O 4.4129 2.6276 10.1451 -0.0114 0.0051 -0.0069
O 2.0903 5.6498 15.5883 0 -0.0022 -0.0098
O 3.3705 0.0673 10.9097 0.0086 -0.0107 -0.0014
O 5.8942 7.2238 12.554 0.0085 0.0001 0.0013
O 2.3021 6.363 19.3884 -0.0066 0.0238 -0.0016
O 0.6653 4.9346 17.7941 0.0107 -0.0064 -0.0103
O 8.4118 10.6897 12.3682 0.0068 -0.0034 0.0067
O 5.4735 10.0605 9.7119 0.0047 -0.0051 0.0089
O 0.5692 8.176 20.2348 -0.0079 0.0089 -0.0068
O 9.7809 2.6173 14.7202 -0.0001 0.0021 -0.0047
O 1.9938 10.5978 13.2163 0.0061 0.0039 0.0025
O 9.958 9.1012 16.1171 -0.0089 0.0014 -0.0088
O 6.1789 10.3689 13.8268 0.0057 0.0063 -0.0025
O 7.4891 1.6257 14.086 -0.0009 -0.0047 -0.0051
O 1.6601 3.9158 20.0786 -0.0181 -0.0115 0.0064
O 5.897 5.7875 14.9185 0.0033 0.0028 -0.0077
O 7.3509 8.9365 15.7592 0.0009 -0.0006 -0.0103
O 1.5052 1.6757 11.5954 0.0006 0.0014 0.0128
O 7.2019 8.277 10.3577 -0.0041 0.0118 -0.0025
O 4.3488 1.9841 17.3032 0.0052 -0.0012 -0.0186
O 7.0377 3.155 10.2823 0.0068 0.0071 0.0105
O 11.5619 7.0053 16.4383 0.0024 -0.0009 -0.0153
O 8.3397 10.1649 17.8742 0.0057 0.0066 -0.0317
O 3.2542 8.5416 10.0991 0.0012 0.0056 0.0131
O 7.5835 3.8494 15.525 0.0009 0.0022 -0.0111
O 3.1386 4.2971 17.9261 -0.0078 -0.0004 -0.0147
O 2.9156 3.9069 13.696 0 -0.0013 0.0017
O 1.3342 8.2084 12.4394 0.0022 -0.0053 0.006
O 1.2168 5.6866 13.0734 -0.0019 0.0051 0.0042
O 5.0009 8.3106 14.8759 0.0056 -0.0006 -0.0065
O 11.2132 2.3811 20.4077 0.026 0.0033 0.0058
O 10.9752 9.9903 12.7521 -0.0065 0.0019 0.0029
O 5.2903 3.5738 12.3589 0.0058 -0.002 -0.0008
O 5.0909 3.1906 14.9177 0.0011 0.0015 -0.0068
O 6.5141 4.7749 20.5588 0.02 -0.0147 -0.0139
O 8.376 1.5684 16.6577 -0.0025 -0.0075 -0.0093
O 10.4062 1.2444 11.4578 -0.0006 0.0001 0.0136
O 10.8775 6.6064 11.666 0.0024 0.0012 0.0104
O 3.1982 8.7162 19.88 -0.0041 0.0158 -0.0111
O 1.7157 6.4395 10.521 0.0038 0.0066 0.0041
O 7.1399 8.2362 19.9742 -0.0057 0.0094 -0.0014
O 8.5493 7.6086 17.8292 -0.0008 -0.0015 -0.0091
O 3.6765 6.4554 13.617 0.0021 0.0008 0.0022
O 9.5749 4.9617 13.3681 -0.0004 0.0037 0.0034
O 5.4569 9.9597 20.8401 -0.0095 0.0048 -0.0047
O 10.3288 7.3738 14.1547 -0.0023 -0.0001 -0.0056
O 8.7786 6.2067 20.0543 -0.0058 0.0011 -0.0219
O 7.0673 5.7015 10.667 0.0044 -0.0104 0.006
O 5.2746 10.5338 16.4235 -0.0022 0.0051 -0.0115
O 9.0865 1.2005 19.2609 0.0099 0.0121 -0.0199
O 11.5682 3.1719 10.1878 -0.01 0.0081 -0.0021
O 9.7211 8.7538 20.0017 0.0074 0.0102 -0.0062

Results
free energy: -144147.022 eV
free energy less fixed offsets of B -154.04, O -568.88, Si -635.61 eV per atom: 5.278 eV

The program warned: the cutoff lies below the one the program advises for these potential files; the exchange-correlation potential is rough where the density is thin.
